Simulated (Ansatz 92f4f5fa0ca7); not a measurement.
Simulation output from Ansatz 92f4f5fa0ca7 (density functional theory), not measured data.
Periodic cell of 236 atoms, Si145O89B2, from a study of silicon, its oxide and their interface. The atomic structure is a simulated model.
Doubt: the cutoff is far below the 930 eV that the study's wrapper takes by default for these files, so forces and energies are approximate.
This geometry differs little from another in the collection (a relaxation step or a small displacement).

Settings: functional PBE; potential files Ansatz PAW; basis plane waves; wave-function cutoff 580 eV; density cutoff ratio 5; exchange-correlation grid ratio 1; k mesh 1 x 1 x 1, Gamma-centred; self-consistency stop 5e-08 eV per atom in the density residual; occupations fixed; spin none; net charge 0.

Cell vectors (angstrom)
a, 11.6015, 0, 0
b, 0, 10.938, 0
c, 0, 0, 32.0622

Atoms: element, x, y, z (angstrom)
Si, -0.1931, -0.0586, 23.2638
Si, 3.6743, 0.2067, 23.0861
Si, 7.5587, -0.1379, 23.4406
Si, 1.692, 1.3811, 23.3978
Si, 5.7399, 1.402, 23.1885
Si, 9.445, 1.2315, 23.3569
Si, 0.1614, 5.3184, 23.4541
Si, 4.124, 5.3009, 23.3958
Si, 8.0341, 5.6094, 23.5364
Si, 2.1603, 6.5867, 23.3602
Si, 5.9699, 6.7707, 23.4755
Si, 10.0102, 6.8708, 23.5879
Si, 1.9062, 2.6658, 25.3706
Si, 5.8327, 2.6552, 25.253
Si, 9.6324, 2.6895, 25.2579
Si, 11.6009, 4.0082, 25.3799
Si, 3.8949, 3.9748, 25.321
Si, 7.744, 4.0939, 25.3367
Si, 1.9743, 8.1536, 25.1857
Si, 5.7758, 8.1715, 25.3591
Si, 9.7127, 8.2669, 25.4211
Si, 11.6408, 9.5662, 25.2541
Si, 3.8663, 9.5918, 25.0643
Si, 7.692, 9.5222, 25.4033
Si, 11.6503, -0.0098, 27.2013
Si, 3.9007, -0.0543, 27.1195
Si, 7.7593, -0.0142, 27.2805
Si, 1.9853, 1.314, 27.271
Si, 5.8277, 1.3227, 27.2051
Si, 9.6963, 1.3335, 27.204
Si, 11.5934, 5.4707, 27.234
Si, 3.8463, 5.4231, 27.2149
Si, 7.7128, 5.4621, 27.2606
Si, 1.9375, 6.8291, 27.1756
Si, 5.7597, 6.7999, 27.2683
Si, 9.6559, 6.8169, 27.2745
Si, 1.9437, 2.7237, 29.1706
Si, 5.7938, 2.7118, 29.1411
Si, 9.6806, 2.7236, 29.1422
Si, 0.0114, 4.0982, 29.1618
Si, 3.8663, 4.0887, 29.1669
Si, 7.7314, 4.0787, 29.1724
Si, 1.9407, 8.187, 29.136
Si, 5.7914, 8.1942, 29.1734
Si, 9.6743, 8.2034, 29.1819
Si, 0.0095, 9.565, 29.1465
Si, 3.8702, 9.5677, 29.1228
Si, 7.7342, 9.5483, 29.1882
Si, 0, 0, 31.0965
Si, 3.8672, 0, 31.0965
Si, 7.7343, 0, 31.0965
Si, 1.9336, 1.3673, 31.0965
Si, 5.8008, 1.3673, 31.0965
Si, 9.6679, 1.3673, 31.0965
Si, 0, 5.469, 31.0965
Si, 3.8672, 5.469, 31.0965
Si, 7.7343, 5.469, 31.0965
Si, 1.9336, 6.8362, 31.0965
Si, 5.8008, 6.8362, 31.0965
Si, 9.6679, 6.8362, 31.0965
Si, 1.9336, 2.7345, 0.9679
Si, 5.8008, 2.7345, 0.9679
Si, 9.6679, 2.7345, 0.9679
Si, 0, 4.1018, 0.9679
Si, 3.8672, 4.1018, 0.9679
Si, 7.7343, 4.1018, 0.9679
Si, 1.9336, 8.2035, 0.9679
Si, 5.8008, 8.2035, 0.9679
Si, 9.6679, 8.2035, 0.9679
Si, 0, 9.5708, 0.9679
Si, 3.8672, 9.5708, 0.9679
Si, 7.7343, 9.5708, 0.9679
Si, 11.5929, 0.0018, 2.8877
Si, 3.8507, -0.0005, 2.9235
Si, 7.7327, -0.0017, 2.8956
Si, 1.9221, 1.3555, 2.8787
Si, 5.8058, 1.3456, 2.8647
Si, 9.6499, 1.3712, 2.9159
Si, 11.5675, 5.49, 2.875
Si, 3.8429, 5.4578, 2.9209
Si, 7.6992, 5.5052, 2.9163
Si, 1.9138, 6.8196, 2.8785
Si, 5.7569, 6.8654, 2.9266
Si, 9.6398, 6.8646, 2.9351
Si, 1.8634, 2.6751, 4.8762
Si, 5.8166, 2.7307, 4.7576
Si, 9.5886, 2.7934, 4.8247
Si, 11.5573, 4.0909, 4.7611
Si, 3.8561, 4.0168, 4.8172
Si, 7.7104, 4.2027, 4.8901
Si, 1.9228, 8.1451, 4.8272
Si, 5.744, 8.2866, 4.8421
Si, 9.6353, 8.2658, 4.8718
Si, 11.5985, 9.5733, 4.813
Si, 3.7783, 9.6043, 4.8997
Si, 7.7016, 9.6427, 4.8755
Si, 11.6113, 0.2293, 6.6173
Si, 3.4577, 0.2595, 6.7277
Si, 7.6311, 0.0461, 6.8702
B, 1.7525, 1.1552, 6.1789
Si, 5.6104, 1.3629, 6.6785
Si, 9.6232, 1.5021, 6.8134
Si, 11.5907, 5.4829, 6.6615
Si, 4.0231, 5.2959, 6.8122
Si, 7.7702, 5.6633, 6.8513
Si, 2.0482, 6.6113, 6.6759
Si, 5.8092, 6.9319, 6.7712
Si, 9.7982, 7.0271, 6.9009
O, 10.0406, 8.0367, 8.2347
O, 7.6236, 9.8954, 8.1588
O, 7.4366, 4.7456, 8.2162
O, 3.135, 10.6971, 8.2888
O, 2.113, 7.5864, 8.0092
O, 4.0994, 4.3332, 8.1987
O, 9.8116, 2.4392, 8.1969
O, 11.5296, 4.4879, 7.9856
O, 5.5953, 2.4522, 7.9209
O, 5.7945, 7.9027, 8.138
O, 11.45, 10.3408, 8.0507
O, 11.2667, 10.0881, 21.7885
O, 3.246, 10.7346, 21.4992
O, 5.7831, 7.7705, 22.1531
O, 4.2252, 4.4502, 21.9487
O, 7.694, 9.6792, 22.1849
O, 10.325, 7.6656, 22.1641
O, 1.6263, 2.4107, 22.0947
O, 5.9552, 2.4414, 21.8858
O, 8.4391, 4.7091, 22.1965
O, -0.0709, 4.4524, 22.0335
O, 2.3445, 7.3683, 21.9131
O, 9.1296, 1.8849, 21.8596
Si, 1.947, 7.8674, 9.5816
Si, 5.0722, 0.604, 17.6586
Si, 2.5511, 5.4359, 13.998
Si, 10.5401, 3.9707, 13.9959
Si, 8.3212, 2.4109, 15.2507
Si, 9.5551, 2.2458, 20.3345
Si, 10.6114, 3.629, 9.0062
Si, 0.0828, 2.3783, 11.5586
Si, 11.0773, 8.2004, 15.4006
Si, 5.2297, 6.9468, 14.0251
Si, 5.9576, 2.7153, 11.147
Si, 8.583, 7.6667, 19.3715
Si, 8.1133, 4.8436, 20.6106
Si, 5.9767, 9.6227, 15.1691
Si, 2.119, 7.6482, 20.3299
Si, 1.9258, 4.9073, 18.7651
Si, 4.5005, 3.4464, 18.0295
Si, 8.5348, 8.9482, 16.8102
Si, 0.8803, 9.5261, 13.2786
Si, 9.971, 10.6942, 11.6664
Si, 5.3498, 3.7018, 21.0188
Si, 0.6173, 5.5625, 16.2263
Si, 10.8374, 9.2256, 9.0596
Si, 6.578, 8.8933, 21.2818
Si, 7.1806, 7.2231, 11.4952
Si, 2.7373, 0.8155, 12.2677
Si, 10.8917, 8.6836, 21.0297
Si, 6.0753, 4.3544, 15.6914
Si, 7.1549, 0.5118, 12.9512
B, 4.8049, 3.2521, 8.699
Si, 0.9517, 6.7942, 11.8852
Si, 6.5001, 9.0779, 9.039
Si, 0.6704, 3.2993, 21.1315
Si, 9.8436, 6.6269, 12.8702
Si, 7.8941, 4.6283, 9.78
Si, 4.0088, 10.0787, 20.1972
Si, 4.3421, 3.0683, 13.5549
Si, 3.7964, 10.2023, 9.6985
Si, 8.0916, 0.8001, 18.0079
O, 11.4733, 3.3741, 12.8158
O, 9.5211, 4.5824, 9.7798
O, 8.8036, 3.6, 19.8453
O, 4.0934, -0.0753, 18.7764
O, 11.3147, 4.6344, 15.2577
O, 9.9052, 9.911, 10.2221
O, 3.8495, 1.5574, 13.2038
O, 0.6769, 9.1517, 14.8533
O, 6.5094, 1.0396, 18.3314
O, 4.7379, 3.1513, 19.6212
O, 6.3451, 1.2205, 11.709
O, 0.5503, 8.6661, 9.8354
O, 5.6761, 4.3233, 17.2831
O, 8.5413, 7.4102, 12.3459
O, 4.7534, 2.9327, 10.0438
O, 2.1093, 5.6355, 15.5518
O, 3.4775, 0.2251, 10.9528
O, 5.9851, 7.1859, 12.5957
O, 2.2998, 6.3697, 19.3568
O, 0.6648, 4.9532, 17.7335
O, 8.4875, 10.7211, 12.3463
O, 5.4014, 10.1936, 9.4679
O, 0.6051, 8.2135, 20.1937
O, 9.7812, 2.6885, 14.6265
O, 2.0527, 10.6346, 13.2172
O, 9.9951, 9.1436, 16.1395
O, 6.207, 10.3663, 13.7278
O, 7.5001, 1.6086, 14.104
O, 1.6327, 3.9404, 20.0166
O, 5.9518, 5.8291, 14.9938
O, 7.401, 8.9793, 15.6544
O, 1.5718, 1.7778, 11.7026
O, 7.0685, 8.4446, 10.4245
O, 4.3212, 2.001, 17.2793
O, 7.3347, 3.2722, 10.478
O, 11.6369, 7.0717, 16.4197
O, 8.2703, 10.1503, 17.8391
O, 3.2466, 8.7131, 10.0629
O, 7.615, 3.8472, 15.5595
O, 3.1528, 4.3208, 17.8948
O, 2.9722, 3.9168, 13.6518
O, 1.4199, 8.2434, 12.4533
O, 1.2831, 5.7133, 13.0347
O, 5.0269, 8.3382, 14.8565
O, 11.1759, 2.3961, 20.3286
O, 11.0419, 9.9915, 12.6714
O, 5.4082, 3.5864, 12.4216
O, 5.1101, 3.2481, 14.9704
O, 6.4819, 4.794, 20.544
O, 8.493, 1.5633, 16.6272
O, 10.4757, 1.2893, 11.4738
O, 10.9438, 6.6792, 11.6596
O, 3.2631, 8.6874, 19.8384
O, 1.7943, 6.5214, 10.5068
O, 7.1695, 8.1942, 19.9581
O, 8.5051, 7.5974, 17.7376
O, 3.7461, 6.4487, 13.6255
O, 9.5352, 5.084, 13.3214
O, 5.5346, 9.9963, 20.7444
O, 10.3813, 7.4389, 14.1548
O, 8.7769, 6.1579, 19.9365
O, 7.2652, 5.852, 10.6309
O, 5.3219, 10.5888, 16.3342
O, 9.0747, 1.1456, 19.2496
O, 11.6692, 3.1195, 10.1158
O, 9.7439, 8.7034, 19.8726

Results
free energy: -143103.301 eV
free energy less fixed offsets of B -154.04, O -568.88, Si -635.61 eV per atom: -1.451 eV

Forces (eV/angstrom), in the order of the atoms: element, x, y, z
Si, 0.0007, 0.0003, 0.0006
Si, 0.0024, -0.0002, -0.0024
Si, 0, -0.0008, 0.0014
Si, 0.0007, 0.0009, 0.0012
Si, 0.0003, 0.0022, 0.0018
Si, 0.0021, 0.0018, -0.0027
Si, 0.003, -0.0018, 0.0015
Si, -0.0004, -0.0014, -0.0007
Si, 0.001, -0.0001, 0
Si, 0.0009, 0.0019, 0.0009
Si, 0.0003, 0.0031, 0.002
Si, -0.0011, 0.0027, 0.0005
Si, 0.0004, 0.0022, 0.0013
Si, 0.0001, -0.0003, 0.0023
Si, 0.0007, 0.0011, 0.0007
Si, 0.0004, 0, -0.0014
Si, 0.0019, -0.0004, -0.0013
Si, 0, -0.0008, -0.0013
Si, 0.0007, -0.0003, 0.0009
Si, 0.0001, 0.001, -0.002
Si, 0.0019, 0.001, -0.0015
Si, 0.0011, -0.0023, 0.0016
Si, -0.002, -0.0009, 0.0003
Si, 0.0001, 0.0001, 0.0014
Si, 0.0012, 0.0021, 0.0008
Si, 0.001, -0.0004, 0.0031
Si, -0.001, 0.0019, -0.0022
Si, -0.0001, -0.0034, -0.0016
Si, 0.0012, 0.0019, 0.0012
Si, 0.0002, 0.0012, 0.0011
Si, 0.0017, 0, -0.0001
Si, -0.0006, -0.0003, -0.0005
Si, 0.0005, 0.0016, -0.0007
Si, 0.0008, 0.0016, 0.001
Si, -0.0003, 0.0009, -0.0008
Si, 0.0012, -0.0006, -0.0009
Si, 0.0061, 0.0045, 0.0029
Si, -0.0013, -0.0015, -0.0037
Si, 0.004, 0.0005, -0.0037
Si, -0.0016, 0.0004, 0.0019
Si, -0.0015, -0.0008, 0.0019
Si, -0.0009, 0.0005, 0.0042
Si, 0.0006, 0.0013, -0.0009
Si, -0.0027, -0.0003, 0.0087
Si, -0.0018, 0.0021, 0.0089
Si, 0.0016, -0.005, -0.0062
Si, 0.0041, -0.0043, -0.0115
Si, 0.0033, -0.0005, 0.0045
Si, 0.0343, -0.0163, -0.092
Si, -0.0274, 0.0413, -0.2029
Si, -0.0407, 0.0252, 0.0829
Si, -0.0188, -0.0905, 0.0554
Si, -0.0116, -0.0208, -0.0942
Si, 0.0014, -0.0531, -0.0982
Si, 0.0102, -0.0334, -0.0111
Si, 0.0178, 0.032, -0.0011
Si, -0.0062, -0.0264, 0.0043
Si, 0.0095, -0.0198, -0.1321
Si, -0.0345, -0.0883, 0.0952
Si, 0.042, -0.1206, 0.1189
Si, 0.0003, 0.0937, -0.0152
Si, -0.0309, 0.014, -0.1541
Si, 0.0209, 0.0238, 0.0943
Si, -0.0671, 0.0323, -0.1225
Si, 0.012, 0.005, 0.0583
Si, -0.0378, 0.1138, 0.1995
Si, 0.0136, 0.0392, -0.0574
Si, -0.063, -0.001, 0.0504
Si, -0.0428, 0.0175, 0.1152
Si, -0.0513, -0.0282, -0.1028
Si, -0.0058, -0.0396, 0.0857
Si, 0.0475, -0.0619, 0.0353
Si, 0.0033, 0.0112, 0.0134
Si, 0.0037, 0.0044, 0.009
Si, 0.0048, 0.0084, 0.0094
Si, -0.0058, 0.0087, 0.0452
Si, 0.0021, 0.0026, 0.0026
Si, -0.0005, -0.0001, -0.0036
Si, 0.0038, 0.0018, 0.0015
Si, -0.0048, 0.0099, 0.005
Si, 0.0007, -0.0021, 0.0077
Si, -0.0037, 0.0005, 0.0098
Si, 0.0058, -0.0055, -0.0089
Si, 0.0008, 0.0019, -0.0129
Si, 0.0029, -0.0201, 0.0025
Si, -0.0074, 0.0084, -0.0031
Si, 0.0049, 0.0011, -0.0084
Si, -0.012, -0.0093, 0.0069
Si, 0.0166, -0.0088, 0.0301
Si, -0.0051, -0.0105, 0.0025
Si, 0.0067, 0.0077, -0.002
Si, 0.0205, -0.0042, 0.0126
Si, -0.0246, -0.0061, 0.0123
Si, 0.0258, 0.0206, 0.0045
Si, -0.0396, 0.0261, 0.0044
Si, 0.002, 0.0064, -0.0043
Si, -0.0368, 0.0122, -0.0015
Si, 0.0305, 0.0471, -0.0654
Si, -0.0043, 0.0218, -0.0049
B, 0.0245, -0.0375, -0.0821
Si, -0.0079, -0.0319, -0.0168
Si, -0.0133, -0.0262, -0.005
Si, -0.001, 0.0086, 0.0051
Si, 0.0004, 0.011, -0.045
Si, -0.0049, 0, 0.0032
Si, 0.0066, -0.0051, 0.0078
Si, 0.0038, -0.011, 0.0057
Si, 0.0007, -0.0005, 0.0094
O, 0.0064, 0.0066, -0.002
O, 0.0035, 0.0005, -0.0018
O, 0.0099, 0.0091, -0.0004
O, -0.0108, -0.0113, 0.0548
O, -0.007, -0.0058, -0.0029
O, 0.021, -0.0697, 0.0505
O, -0.0005, 0.0032, 0.0099
O, 0.0061, -0.0059, -0.0019
O, -0.0032, 0.0304, 0.0304
O, 0.0077, 0.0109, -0.0004
O, 0.0308, 0.0087, -0.0178
O, 0.0009, 0.0006, -0.0005
O, 0.0016, 0.0015, 0.0004
O, 0.0002, -0.0002, -0.0012
O, 0.0008, 0.0014, 0
O, 0.0018, 0.0014, -0.0017
O, 0.0001, -0.0009, 0.0003
O, -0.0013, 0.0013, -0.0018
O, 0.0017, -0.0001, -0.0006
O, 0.0018, 0.0004, -0.0004
O, 0.0004, 0.0006, -0.0012
O, 0.0016, 0.0006, -0.0002
O, 0.0009, -0.0026, 0.0005
Si, 0.0051, -0.0182, -0.0078
Si, 0.0023, 0.0006, 0.0002
Si, 0.0034, -0.0013, -0.0011
Si, -0.0004, 0.0035, 0.0051
Si, 0.0007, 0.0016, 0.0021
Si, 0.0022, 0.0005, -0.0009
Si, -0.0046, 0.0106, -0.003
Si, -0.0001, 0.0017, -0.002
Si, 0.0025, 0.0002, 0.0028
Si, 0.0017, 0.0028, 0.0004
Si, 0.0061, 0.0084, -0.0086
Si, -0.0001, 0.0009, 0.0011
Si, 0.0003, 0.0005, 0.0015
Si, 0.0007, 0.0007, 0.0008
Si, 0.0019, 0.0015, 0.0011
Si, -0.0016, -0.0003, 0.0024
Si, 0.0032, -0.0006, 0.0001
Si, -0.0005, 0.0031, -0.0017
Si, 0.0048, 0.0017, 0.0014
Si, -0.0063, 0.0028, 0.0057
Si, 0.0011, 0.0004, 0
Si, 0.0012, 0.0015, 0.0014
Si, 0.0012, -0.0042, -0.0012
Si, 0.0002, 0.0003, 0.002
Si, 0.0011, -0.0071, -0.008
Si, -0.0017, 0.001, -0.0018
Si, 0.0011, 0.001, 0.0006
Si, -0.0014, -0.0002, -0.0001
Si, -0.0016, 0.0025, -0.0041
B, -0.0142, 0.0254, -0.0262
Si, 0.0045, -0.0017, -0.02
Si, -0.0096, -0.0102, -0.0141
Si, 0.0026, 0.001, 0.0022
Si, 0.0017, 0.0015, -0.0037
Si, -0.0001, -0.0001, -0.004
Si, 0.0019, 0.0017, 0.001
Si, 0.0079, 0.0027, -0.0023
Si, 0.0183, 0.0035, -0.0013
Si, -0.0016, -0.0007, 0.0027
O, 0.0038, -0.0013, -0.0029
O, 0.0034, -0.0002, 0.0021
O, 0.0005, -0.0001, -0.0007
O, 0.0011, -0.0004, 0.0006
O, 0.0017, 0.0008, -0.0003
O, 0.0069, -0.0023, 0.0008
O, -0.0016, 0.0012, 0.0017
O, 0.0006, 0.0018, -0.0009
O, 0.0039, 0.0025, -0.0018
O, 0.0021, 0.0001, 0.0001
O, 0.0017, 0.002, 0.0062
O, -0.0086, -0.0013, 0.0008
O, 0.0019, 0.0019, 0.0002
O, 0.003, 0.0017, 0.0031
O, 0.0133, 0.0028, 0.0235
O, 0.0007, 0.0004, 0.0025
O, -0.0032, -0.0063, -0.0029
O, 0.0012, 0.0016, 0.0013
O, 0.0023, 0.0012, 0
O, 0.0038, 0.0017, 0.0008
O, 0.0095, -0.0003, -0.0028
O, -0.0213, 0.005, 0.0059
O, 0.0005, -0.0007, -0.0004
O, 0.0018, 0.0011, -0.0009
O, 0.0011, 0.0063, -0.0036
O, -0.0019, 0.0002, 0.0032
O, 0.0023, 0.0019, 0.0014
O, 0.0021, 0.0045, 0.0034
O, 0.0003, 0.0008, 0.0002
O, 0.002, -0.002, 0.0019
O, 0.0082, 0.0014, 0.0037
O, 0.0094, -0.0041, 0.0044
O, 0.0009, 0.0055, 0.0032
O, 0.0031, 0.0019, 0.0013
O, -0.0028, 0.0028, 0.0017
O, 0.0019, 0.0001, 0.0005
O, 0.0005, 0.0017, -0.0015
O, -0.0063, 0.0026, 0.0035
O, 0.0021, -0.0029, 0.0001
O, 0.0006, 0.0016, 0.0002
O, -0.0011, 0.0044, 0.0007
O, 0.0017, 0.0038, 0.0016
O, 0.0038, 0.0047, -0.0026
O, 0.0019, 0.0013, 0.0015
O, 0.0022, 0.002, -0.0006
O, -0.0002, 0.0023, -0.0024
O, -0.003, -0.0023, 0.0024
O, 0.0039, 0.0029, 0.0005
O, 0.0016, 0.0003, -0.0001
O, 0.0001, -0.0001, -0.0024
O, 0.0064, -0.0003, 0.003
O, 0.0004, -0.0013, 0.0093
O, -0.0001, 0.0013, -0.0012
O, -0.0059, 0.0185, 0.0111
O, 0.0016, -0.0009, -0.0002
O, 0.0023, 0.0012, 0
O, 0.0009, 0.0008, 0.0026
O, 0.0007, 0.0006, 0.0028
O, 0.0021, -0.0002, -0.0006
O, -0.0006, 0.0033, 0.0032
O, 0.0017, -0.0006, -0.0007
O, 0.0065, -0.0011, 0.0006
O, 0.0023, 0.003, 0.0009
O, 0.004, 0.0021, -0.0017
O, 0, -0.0024, 0.0067
O, 0.0023, 0.001, 0.0001

The program warned: the cutoff lies below the one the program advises for these potential files; the exchange-correlation potential is rough where the density is thin.
